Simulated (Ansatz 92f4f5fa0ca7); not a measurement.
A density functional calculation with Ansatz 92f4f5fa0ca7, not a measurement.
Periodic cell of 234 atoms, Si146O88, from a study of silicon, its oxide and their interface. The atomic structure is a simulated model.
Doubt: the cutoff is low for norm-conserving oxygen, so forces and energies are approximate.
Doubt: the program's own warning below bears on the result.
This geometry differs little from another in the collection (a relaxation step or a small displacement).

Settings
functional: HSE06
potential files: SPMS norm-conserving
basis: plane waves
wave-function cutoff: 800 eV
density cutoff ratio: 4
exchange-correlation grid ratio: 1
k mesh: 1 x 1 x 1, Gamma-centred
occupations: fixed
spin: none
net charge: 0

Cell vectors (angstrom)
a 11.6015 0 0
b 0 10.938 0
c 0 0 32.1198

Atoms: element, x, y, z (angstrom)
Si 0.2511 -0.0388 23.3351
Si 4.109 0.1155 23.5108
Si 7.9391 -0.0033 23.3979
Si 2.1357 1.3824 23.4114
Si 6.0831 1.4605 23.3554
Si 9.9432 1.305 23.5395
Si 0.0439 5.7126 23.2998
Si 3.8285 5.2297 23.4198
Si 7.7741 5.4478 23.5072
Si 2.1152 6.8497 23.4986
Si 5.6793 6.6996 23.3238
Si 9.6251 6.8971 23.5368
Si 1.9501 2.7304 25.3518
Si 5.8867 2.7092 25.3756
Si 9.728 2.7878 25.3746
Si 11.6592 4.1729 25.2309
Si 3.9139 4.0011 25.3985
Si 7.7533 4.1299 25.4593
Si 2.0748 8.206 25.4211
Si 5.8725 8.1448 25.2963
Si 9.7412 8.2451 25.4314
Si 11.7355 9.5204 25.2884
Si 4.0046 9.6036 25.4091
Si 7.7979 9.5715 25.3518
Si 11.6371 -0.0188 27.2415
Si 3.9075 0.021 27.321
Si 7.7695 0.0014 27.2861
Si 1.946 1.3562 27.2821
Si 5.8449 1.3532 27.3042
Si 9.7123 1.3724 27.2786
Si 11.6558 5.465 27.2487
Si 3.9213 5.4556 27.2798
Si 7.7819 5.5035 27.3426
Si 1.9957 6.8172 27.3118
Si 5.8434 6.8373 27.2799
Si 9.7305 6.8334 27.3133
Si 1.9336 2.7345 29.2205
Si 5.8008 2.7345 29.2205
Si 9.6679 2.7345 29.2205
Si 0 4.1018 29.2205
Si 3.8672 4.1018 29.2205
Si 7.7343 4.1018 29.2205
Si 1.9336 8.2035 29.2205
Si 5.8008 8.2035 29.2205
Si 9.6679 8.2035 29.2205
Si 0 9.5708 29.2205
Si 3.8672 9.5708 29.2205
Si 7.7343 9.5708 29.2205
Si 0 0 31.1541
Si 3.8672 0 31.1541
Si 7.7343 0 31.1541
Si 1.9336 1.3673 31.1541
Si 5.8008 1.3673 31.1541
Si 9.6679 1.3673 31.1541
Si 0 5.469 31.1541
Si 3.8672 5.469 31.1541
Si 7.7343 5.469 31.1541
Si 1.9336 6.8362 31.1541
Si 5.8008 6.8362 31.1541
Si 9.6679 6.8362 31.1541
Si 1.9336 2.7345 0.9679
Si 5.8008 2.7345 0.9679
Si 9.6679 2.7345 0.9679
Si 0 4.1018 0.9679
Si 3.8672 4.1018 0.9679
Si 7.7343 4.1018 0.9679
Si 1.9336 8.2035 0.9679
Si 5.8008 8.2035 0.9679
Si 9.6679 8.2035 0.9679
Si 0 9.5708 0.9679
Si 3.8672 9.5708 0.9679
Si 7.7343 9.5708 0.9679
Si 11.5748 0.0131 2.8803
Si 3.8098 -0.0119 2.9417
Si 7.6779 0.0163 2.8713
Si 1.9067 1.3878 2.9213
Si 5.7355 1.359 2.9189
Si 9.6201 1.3496 2.8685
Si 11.5346 5.4961 2.8801
Si 3.8487 5.4691 2.9048
Si 7.6518 5.4554 2.9079
Si 1.9078 6.7895 2.8387
Si 5.7454 6.8737 2.9457
Si 9.5812 6.8304 2.9157
Si 1.8738 2.8296 4.8255
Si 5.6658 2.6715 4.8988
Si 9.5894 2.7143 4.7795
Si 11.5046 4.1032 4.7757
Si 3.8514 4.1617 4.8838
Si 7.6118 4.0558 4.8265
Si 1.9039 8.0953 4.7596
Si 5.707 8.2911 4.8964
Si 9.5722 8.2231 4.8432
Si 11.5621 9.4401 4.692
Si 3.7277 9.6107 4.943
Si 7.6503 9.6469 4.8198
Si 11.5361 -0.1638 6.5683
Si 3.4589 0.0236 6.9884
Si 7.5695 0.1367 6.7341
Si 1.6072 1.4602 6.7127
Si 5.5199 1.3393 6.9395
Si 9.644 1.2733 6.6623
Si 11.5118 5.402 6.7473
Si 3.9415 5.4815 6.9086
Si 7.6518 5.5474 6.6707
Si 1.9084 6.6668 6.6728
Si 5.7933 7.062 6.9345
Si 9.6113 6.8095 6.7537
O 5.5408 2.3088 8.2735
O 1.9043 7.7122 7.915
O 5.8916 8.1269 8.2456
O 11.3937 4.4902 8.1314
O 7.6583 10.0547 8.0057
O 9.4907 7.5194 8.2451
O 2.9118 10.0702 8.3143
O 10.0468 2.2187 7.9475
O 7.7204 4.5612 7.9902
O 4.0074 4.4632 8.2192
O 0.275 9.8689 7.9324
O 1.1167 2.2308 8.1191
O 2.534 7.8479 22.2389
O 2.1616 2.235 21.9937
O 6.257 2.4674 22.0256
O 4.0794 10.0329 22.2347
O 5.1997 7.6576 22.0391
O 7.8969 9.9488 22.0691
O 3.7024 4.3336 22.0229
O 9.467 7.853 22.2177
O 0.0147 5.1413 21.7649
O 8.15 4.2498 22.4268
O 0.2496 10.3102 21.7677
O 10.3271 2.2359 22.2257
Si 1.5807 9.1314 8.576
Si 4.424 6.3739 14.4432
Si 2.4916 2.0489 16.0119
Si 7.5928 4.6667 9.5949
Si 3.8775 8.5454 21.6609
Si 2.9422 8.1762 16.5371
Si 11.1834 10.3738 20.2788
Si -0.0926 5.5699 12.755
Si 11.3368 2.9377 8.6103
Si 2.9038 3.3142 21.0345
Si 8.6876 0.7863 15.6299
Si 4.245 1.8061 18.5863
Si 8.9851 7.4986 9.7846
Si 3.375 10.3837 14.5848
Si 7.4898 5.2242 18.9194
Si 5.9553 10.9807 11.4926
Si 10.062 2.2366 20.6348
Si 4.4137 9.5521 18.8909
Si 0.1451 8.3066 11.2443
Si 0.2572 8.8849 17.6983
Si 1.3262 10.7788 12.6875
Si 8.1056 8.6156 15.8516
Si 8.7181 8.8491 21.2084
Si 6.7631 9.257 9.078
Si 2.5114 4.0556 13.6597
Si 7.8978 2.0804 12.8721
Si 0.0834 0.3937 15.6332
Si 10.3769 6.2491 18.1841
Si 0.2593 4.6283 20.256
Si 5.7514 8.9509 13.8026
Si 6.8959 2.7521 17.1419
Si 3.3315 1.8534 11.5464
Si 9.6275 5.9881 15.29
Si 4.8206 3.4405 9.1938
Si 6.9938 8.027 18.7883
Si 9.919 3.4331 11.1633
Si 7.4066 3.3627 21.294
Si 6.9121 4.3535 14.6175
O 2.7417 10.1183 13.1228
O 8.9952 5.8644 18.968
O 8.0279 1.2079 14.2211
O 11.1098 2.8505 10.2147
O 8.5828 3.6105 10.2761
O 3.7538 2.7 10.1949
O 5.7517 2.173 18.1215
O 8.589 10.1373 15.8143
O 6.3745 3.2779 15.7074
O 7.546 4.0725 17.8
O 1.7801 4.0996 20.1746
O 8.1865 6.1035 10.0808
O 3.8748 2.5848 19.9598
O 7.8245 8.5769 10.0699
O 8.3454 5.0401 14.9749
O 9.8233 9.5428 20.3008
O 2.5697 9.3332 15.488
O 4.014 8.811 17.5356
O 10.6369 7.846 17.97
O 8.4431 2.3733 20.5173
O 7.97 1.5769 16.8499
O 10.7365 5.8724 14.134
O 7.1015 1.1722 11.7769
O 6.0306 4.2821 9.9333
O 3.6611 8.7685 20.0851
O 9.2173 7.5488 15.3856
O 9.4053 2.429 12.3341
O 6.2134 9.6908 12.449
O 1.0676 1.4122 16.4089
O 5.982 9.2548 19.0357
O 11.607 5.7268 19.1017
O 7.7231 8.3114 17.3825
O 0.6181 0.3205 14.0852
O 5.7958 5.5231 14.6072
O 0.4791 9.7556 19.0731
O 7.1132 3.477 13.2464
O 3.3899 5.4018 13.7047
O 0.4847 6.9615 12.1137
O 10.7223 0.9486 19.9298
O 3.2621 0.9624 15.0984
O 10.2558 7.9468 10.6899
O 3.2688 2.2979 17.3975
O 6.4816 6.4785 18.6445
O 1.5441 7.9412 17.3289
O 1.0876 4.507 13.0502
O 10.4659 4.8375 11.7535
O 5.9533 10.3487 9.9798
O 6.9012 4.48 20.241
O 4.7961 7.6652 13.5242
O 10.2546 1.1228 15.6191
O 3.2373 2.9727 12.7084
O 0.2542 9.6884 12.1169
O 4.9415 10.0728 14.6262
O 1.2243 8.6828 10.0863
O -0.0181 9.9304 16.4721
O 7.8156 8.0336 20.1752
O 3.6717 6.9131 15.8045
O 4.1158 0.2032 18.8394
O 10.2978 5.5728 16.7101
O 2.3558 3.4124 15.1469
O 4.5419 0.7911 11.7627
O 6.9233 8.446 14.7693
O 1.8868 1.021 11.6494
O 10.7768 3.4844 19.9418

Results
free energy: -55958.709 eV
free energy less fixed offsets of O -447.96, Si -113.29 eV per atom: 2.111 eV
gap between the highest filled and lowest empty level on this k mesh: 1.471 eV

The program warned: the cutoff lies below the one the program advises for these potential files; the model core charge is not resolved on the grid; the forces do not sum to zero within the program's tolerance; the exchange-correlation potential is rough where the density is thin.
